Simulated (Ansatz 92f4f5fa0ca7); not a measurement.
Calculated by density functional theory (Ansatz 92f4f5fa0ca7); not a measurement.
Periodic cell of 285 atoms, Si169O104H12, from a study of silicon, its oxide and their interface. The atomic structure is a simulated model.

Settings: functional PBE; potential files Ansatz PAW; basis plane waves; wave-function cutoff 700 eV; density cutoff ratio 5; exchange-correlation grid ratio 1; k mesh 2 x 2 x 1, shifted by 0.5 0.5 0.5 of a step; self-consistency stop 5e-08 eV per atom in the density residual; occupations fixed; spin none; net charge 0.

Cell vectors (angstrom)
a  11.6015  0  0
b  0  13.3963  0
c  0  0  31.2179

Atoms: element, x, y, z (angstrom)
Si  11.613  0.0514  24.5671
Si  3.872  0.0826  24.615
Si  7.7426  0.0508  24.5396
Si  1.9403  3.3814  24.5837
Si  5.7537  3.3752  24.5648
Si  9.7005  3.4299  24.5939
Si  11.6446  6.7524  24.504
Si  3.8755  6.7233  24.4821
Si  7.7376  6.7642  24.2874
Si  2.0753  10.1829  24.5413
Si  5.8197  10.1033  24.5431
Si  9.6656  10.1137  24.4102
Si  11.6084  2.273  25.3467
Si  3.8567  2.2857  25.4084
Si  7.7365  2.29  25.2858
Si  1.9495  5.6249  25.3096
Si  5.8425  5.6395  25.2206
Si  9.6621  5.6922  25.246
Si  11.659  9.0255  25.1457
Si  3.9136  8.9466  25.3255
Si  7.7641  8.9561  25.2195
Si  1.9448  12.3677  25.3823
Si  5.8095  12.333  25.3115
Si  9.6738  12.3146  25.282
Si  11.5968  2.2559  27.6966
Si  3.8669  2.2622  27.7423
Si  7.735  2.2634  27.6605
Si  1.9389  5.611  27.6722
Si  5.8211  5.6137  27.622
Si  9.6594  5.6361  27.6338
Si  11.6239  8.9806  27.5715
Si  3.8888  8.9356  27.6847
Si  7.7561  8.9366  27.6165
Si  1.9367  12.3052  27.7233
Si  5.8102  12.2984  27.6682
Si  9.6671  12.288  27.6536
Si  1.9263  1.1418  28.4853
Si  5.8127  1.1308  28.4659
Si  9.6601  1.1267  28.4543
Si  11.5922  4.4973  28.4479
Si  3.8821  4.5077  28.4578
Si  7.7412  4.497  28.4455
Si  1.9296  7.8472  28.4445
Si  5.8283  7.8275  28.4527
Si  9.6983  7.858  28.434
Si  11.5982  11.177  28.4551
Si  3.8807  11.1774  28.462
Si  7.7365  11.1665  28.4449
Si  1.9336  1.1164  30.823
Si  5.8008  1.1164  30.823
Si  9.6679  1.1164  30.823
Si  0  4.4654  30.823
Si  3.8672  4.4654  30.823
Si  7.7343  4.4654  30.823
Si  1.9336  7.8145  30.823
Si  5.8008  7.8145  30.823
Si  9.6679  7.8145  30.823
Si  0  11.1635  30.823
Si  3.8672  11.1635  30.823
Si  7.7343  11.1635  30.823
Si  0  0  0.3944
Si  3.8672  0  0.3944
Si  7.7343  0  0.3944
Si  1.9336  3.3491  0.3944
Si  5.8008  3.3491  0.3944
Si  9.6679  3.3491  0.3944
Si  0  6.6981  0.3944
Si  3.8672  6.6981  0.3944
Si  7.7343  6.6981  0.3944
Si  1.9336  10.0472  0.3944
Si  5.8008  10.0472  0.3944
Si  9.6679  10.0472  0.3944
Si  11.5662  -0.0327  2.7958
Si  3.8557  -0.0136  2.7751
Si  7.7434  -0.0252  2.7885
Si  1.9225  3.3496  2.7696
Si  5.7898  3.3343  2.7645
Si  9.6655  3.3309  2.7669
Si  11.5906  6.6744  2.7371
Si  3.8592  6.7009  2.7531
Si  7.7352  6.7067  2.767
Si  1.9278  10.0785  2.7589
Si  5.7831  10.0472  2.7602
Si  9.6232  10.0688  2.7564
Si  11.6042  2.2026  3.5587
Si  3.8448  2.2169  3.5553
Si  7.727  2.2156  3.5554
Si  1.9266  5.5946  3.5563
Si  5.7965  5.5757  3.5248
Si  9.6622  5.5629  3.5495
Si  11.573  8.93  3.3973
Si  3.8458  8.931  3.5347
Si  7.7064  8.9457  3.5802
Si  1.913  12.3019  3.6239
Si  5.8003  12.2691  3.5773
Si  9.6419  12.2454  3.7049
Si  11.6055  2.1721  5.9321
Si  3.8305  2.1967  5.9275
Si  7.7265  2.2058  5.917
Si  1.9117  5.6075  5.9355
Si  5.7909  5.5559  5.8794
Si  9.6563  5.5451  5.9152
Si  11.531  8.8988  5.6984
Si  3.84  8.9213  5.8912
Si  7.6782  8.929  5.9614
Si  1.8941  12.2855  6.0334
Si  5.7822  12.2599  5.9548
Si  9.6064  12.1964  6.1774
Si  1.9289  1.1313  6.8874
Si  5.7845  1.1091  6.6831
Si  9.6512  1.104  6.7336
Si  11.6028  4.4129  6.6524
Si  3.8533  4.4451  6.6249
Si  7.7155  4.4409  6.6697
Si  1.8397  7.8937  6.6127
Si  5.7509  7.7717  6.6672
Si  9.6434  7.7978  6.5865
Si  11.6109  11.0076  6.7183
Si  3.8487  11.1387  6.6867
Si  7.5881  11.0898  6.957
H  9.7402  7.8557  8.0765
H  3.9137  11.0757  8.1823
H  9.6398  1.2435  8.2284
H  5.7913  1.1323  8.1865
H  7.7023  4.4642  8.172
H  5.7287  7.7599  8.1692
O  0.0612  4.2643  8.3019
O  7.2337  10.9601  8.6066
O  1.9809  1.3266  8.571
O  1.6359  8.192  8.2564
O  3.9141  4.41  8.2779
O  0.2174  10.5613  8.3313
H  7.7284  0.0331  23.0367
H  1.966  3.3314  23.0822
H  5.7808  10.1162  23.0406
H  3.8292  0.1337  23.1201
H  0.0613  0.0487  23.0654
H  0.08  6.6826  23.0056
O  9.8362  3.4157  22.9356
O  3.7955  6.6743  22.8145
O  5.4915  3.246  22.9205
O  7.6561  6.792  22.5927
O  2.4809  10.3929  22.9328
O  9.5273  10.188  22.7464
Si  11.3196  11.6511  12.8904
Si  9.4999  12.3317  19.2034
Si  3.6263  4.4382  9.8557
Si  5.9665  12.5427  14.9834
Si  6.5146  4.3776  13.967
Si  11.4901  8.6159  13.3476
Si  0.3314  10.7106  19.7382
Si  10.8951  1.9572  11.3839
Si  10.5041  2.0572  19.3241
Si  9.2443  4.0322  21.5573
Si  4.6107  12.0638  19.7049
Si  1.3816  0.9953  16.3498
Si  10.3255  4.2879  16.9272
Si  1.8783  0.7132  10.0948
Si  7.6751  5.7705  18.1955
Si  2.337  4.5755  13.7811
Si  7.3248  10.8941  10.2427
Si  5.6957  3.6005  17.1183
Si  4.3249  6.5103  21.2885
Si  4.6641  9.1396  19.9068
Si  3.4078  12.0188  16.7898
Si  10.728  7.2819  10.7739
Si  11.4914  2.8943  14.3646
Si  5.1417  6.3489  11.7496
Si  0.1894  6.9859  17.5358
Si  5.1487  8.5788  14.5453
Si  1.346  9.7609  17.0549
Si  7.7591  7.0217  14.1203
Si  1.8525  2.4792  19.0118
Si  6.4911  1.4107  13.3275
Si  5.5069  7.7698  17.2051
Si  7.9029  7.8876  11.2761
Si  8.581  11.4  16.3828
Si  4.9591  1.6713  19.2621
Si  2.2292  11.3289  11.0045
Si  8.8311  13.2947  11.699
Si  1.9675  5.6874  19.2246
Si  6.0043  3.7762  21.471
Si  9.5026  9.8958  21.1486
Si  8.5056  6.8079  21.1625
Si  9.7389  8.4255  15.9952
Si  11.3461  12.0767  15.784
Si  5.0533  11.0074  12.4495
Si  3.5548  5.3773  16.6529
Si  0.4019  4.4992  9.8614
Si  2.8333  7.5638  13.2289
Si  2.6937  10.8428  21.4035
Si  0.8885  9.323  9.176
Si  3.8534  2.3847  11.9025
O  2.3952  12.5609  9.9399
O  5.5855  8.9685  16.078
O  3.5925  8.0592  14.5933
O  0.8976  11.7669  11.8067
O  7.5857  0.4619  12.5822
O  5.6197  2.0771  17.7807
O  3.7837  12.0445  21.1291
O  4.1056  7.5732  12.1757
O  8.6119  7.4083  15.4221
O  9.7483  12.1973  15.5906
O  6.1687  7.3569  14.2008
O  2.0126  9.9319  10.197
O  5.4926  12.2077  13.4529
O  9.6591  0.6011  19.3568
O  11.1315  3.4309  10.732
O  8.8026  8.4138  20.8954
O  10.3907  3.5157  15.4437
O  5.2977  5.2108  21.1215
O  4.6736  8.4443  18.4317
O  5.4566  10.6108  19.7514
O  10.3652  7.8224  17.3939
O  10.8949  10.0769  12.9321
O  5.1583  7.8875  20.8714
O  8.9372  11.3126  20.4251
O  0.0962  10.6011  16.4007
O  6.9685  7.1329  17.5794
O  2.668  10.5711  16.4767
O  5.6216  2.6479  20.3731
O  7.8742  6.2218  19.7567
O  1.2517  9.9404  18.6623
O  2.6626  13.3762  16.2336
O  8.5285  11.9892  17.919
O  5.4005  0.1039  19.591
O  5.0498  1.5124  12.5633
O  2.449  5.932  17.6813
O  10.9355  8.3903  14.8641
O  6.6496  4.5005  18.0879
O  10.8692  2.1683  13.0261
O  3.2027  9.5396  20.5331
O  5.4521  5.1395  12.894
O  8.3048  7.9009  12.8631
O  5.8984  11.0514  11.0485
O  1.7727  4.0711  19.4339
O  1.6857  2.1882  17.4101
O  8.2878  12.1512  10.6621
O  5.3518  9.7143  13.4053
O  2.3011  6.0343  13.065
O  10.4655  2.9764  17.9393
O  7.8038  5.3865  14.0185
O  4.3476  5.7501  10.4666
O  11.4947  5.4732  16.8642
O  0.3742  0.9361  10.6941
O  0.1769  13.3446  16.7251
O  6.2772  0.7601  14.8378
O  9.6693  5.6352  21.4213
O  4.831  12.095  16.0419
O  0.7793  4.1593  13.8677
O  2.7792  1.3479  11.2893
O  3.3111  1.8263  19.4125
O  7.2504  11.7009  15.5164
O  1.286  11.4251  20.835
O  1.5348  8.569  13.1632
O  9.4706  1.2354  10.9893
O  9.1194  7.1215  10.4873
O  0.5031  1.7839  19.6802
O  3.169  3.3971  13.0071
O  6.0065  3.943  15.5116
O  10.994  9.6497  20.5361
O  2.9707  4.8779  15.243
O  4.389  3.1999  10.5977
O  0.9268  1.787  15.0018
O  3.4871  11.135  12.0251
O  7.8606  9.4096  10.6888
O  3.5972  12.0535  18.4129
O  11.5336  5.992  10.2572
O  9.8351  3.0597  20.4084
O  10.0114  12.5601  12.5633
O  4.6921  6.5205  16.5444
O  0.3912  12.1651  14.2923
O  0.5927  6.612  19.114
O  2.0104  4.3647  10.1551
O  11.0349  11.8281  18.9729
O  4.1583  4.0618  17.3806
O  1.2405  8.1247  16.8437
O  7.0403  2.9523  13.3742
O  11.3004  8.6178  10.037
O  3.008  6.2816  20.3237
O  8.9435  9.8078  16.3436
O  8.994  5.1604  17.403
O  7.6175  3.9397  21.5301
O  10.9468  7.4324  12.3805
O  6.5096  7.0385  11.1543

Results
free energy: -166796.022 eV
free energy less fixed offsets of H -17.10, O -569.03, Si -635.61 eV per atom: 6.388 eV

Forces (eV/angstrom), in the order of the atoms: element, x, y, z
Si  0.0027  -0.0049  -0.0333
Si  0.0012  -0.0058  -0.0456
Si  -0.0047  -0.0011  -0.031
Si  0.0027  0.005  -0.0033
Si  -0.0347  -0.0258  -0.0681
Si  0.0209  -0.0041  -0.0788
Si  0.0127  -0.0118  -0.0263
Si  -0.0146  -0.0148  -0.0646
Si  -0.013  -0.0093  -0.0825
Si  0.0492  -0.0081  -0.0669
Si  -0.0132  -0.0006  -0.0036
Si  -0.0344  -0.0138  -0.0627
Si  0.0255  0.0071  0.002
Si  -0.0322  0.0014  -0.0087
Si  0.0013  0.0044  0.0196
Si  -0.0009  -0.0128  -0.0066
Si  0.0057  0.0199  0.021
Si  -0.0065  -0.0096  0.0053
Si  0.0121  -0.0017  0.0374
Si  0.0283  -0.0084  -0.0219
Si  -0.0206  0.0028  0.0107
Si  -0.0035  0.0127  -0.0114
Si  0.0038  -0.0052  -0.0068
Si  0.0019  0.0183  0.0011
Si  -0.0073  0.0083  -0.0047
Si  0.0079  0.0096  -0.0016
Si  -0.0013  0.0164  -0.0142
Si  0.009  0.0037  -0.0072
Si  0.0094  0.0111  -0.0152
Si  -0.0126  0.0037  -0.0073
Si  0.0011  0.0057  -0.0229
Si  -0.0119  0.0065  0.0004
Si  0.0025  0.0024  -0.0102
Si  -0.0007  0.0041  -0.0029
Si  0.0035  0.008  -0.0045
Si  0.0006  0.0074  -0.0065
Si  -0.0029  -0.0059  -0.0241
Si  -0.0002  -0.0014  -0.0101
Si  0.0097  -0.006  -0.0093
Si  -0.0021  0.0014  -0.0142
Si  -0.0083  -0.0027  -0.0111
Si  0.0147  -0.0027  -0.0062
Si  -0.0061  -0.0014  -0.0098
Si  0.0119  0.007  -0.0266
Si  -0.0086  0.0048  -0.0083
Si  -0.0069  0.0006  -0.0058
Si  0.0088  -0.0054  -0.0083
Si  0.0005  0  0
Si  -0.003  0.0442  0.3013
Si  0.045  0.0348  0.1209
Si  -0.0393  0.0018  -0.0141
Si  -0.0494  0.1088  -0.1078
Si  0.0748  0.1296  0.0091
Si  0.0015  0.0618  -0.0331
Si  -0.063  0.0566  -0.048
Si  0.076  0.0055  -0.0183
Si  0.0696  0.0789  -0.1249
Si  -0.0259  -0.0379  -0.0184
Si  0.0237  -0.0115  -0.0021
Si  0.0392  -0.054  -0.1433
Si  -0.1016  -0.1157  0.2312
Si  -0.0294  -0.0699  0.1001
Si  0.0821  -0.0791  0.1951
Si  -0.0249  -0.0068  0.0288
Si  -0.0446  -0.0556  0.0235
Si  0.037  -0.0498  0.026
Si  -0.0048  -0.1386  -0.1795
Si  -0.0206  -0.0455  -0.0735
Si  -0.009  0.036  0.0253
Si  0.0547  0.1369  -0.0216
Si  -0.0074  0.0266  -0.003
Si  -0.1482  0.1407  -0.0137
Si  0.002  -0.0006  0.0069
Si  -0.0057  -0.0065  0.0216
Si  -0.0053  0.0004  0.0003
Si  -0.0029  0.0072  0.001
Si  0.0191  -0.0007  0.008
Si  -0.0137  -0.0066  0.0071
Si  -0.0187  0.0001  0.0152
Si  0.0103  -0.0003  0.0103
Si  -0.0004  0.0018  0.0234
Si  0.0135  -0.0025  0.0072
Si  0.0132  0.0073  0.0053
Si  -0.0243  -0.0017  0.0159
Si  0.0112  -0.0139  0.0135
Si  -0.0085  -0.0147  0.0073
Si  -0.0015  0.0058  -0.0019
Si  0.0006  -0.0213  0.0074
Si  -0.0066  -0.0034  -0.0039
Si  -0.0002  -0.0073  0.0033
Si  0.0073  -0.009  -0.0061
Si  -0.0034  -0.0171  0.0078
Si  0.0058  -0.0094  -0.0042
Si  -0.0095  0.004  0.0065
Si  0.0166  -0.0018  0.004
Si  -0.0097  -0.0057  0.0293
Si  -0.0004  0.0004  0.0012
Si  0.0013  -0.0181  -0.0008
Si  -0.003  -0.0013  0.0043
Si  0.0031  0.0024  -0.0152
Si  0.016  0.0091  -0.0012
Si  -0.0122  0.0108  -0.0167
Si  -0.0214  -0.0123  0.0252
Si  0.0075  -0.0039  -0.0064
Si  -0.0066  -0.0237  -0.0127
Si  0.0203  -0.0045  0
Si  -0.0067  0.028  0.01
Si  -0.0021  0.0037  -0.0492
Si  0.006  0.0197  0.0715
Si  0.0034  -0.0014  0.0383
Si  -0.0054  0.0081  0.0317
Si  0.0194  -0.0216  0.064
Si  -0.0027  0.0011  0.0661
Si  -0.0083  -0.0003  0.0105
Si  -0.0235  0.0081  0.0588
Si  0.0017  0.0119  0.0351
Si  0.0213  0.0018  0.0223
Si  0.037  -0.0034  0.0731
Si  0.0059  0.0009  0.0114
Si  -0.0575  0.0107  0.0534
H  -0.0068  -0.0078  -0.0041
H  -0.004  -0.0014  -0.0052
H  -0.001  -0.0093  -0.0017
H  -0.0001  -0.0071  -0.002
H  0.0005  -0.0071  -0.0002
H  0.0011  -0.0091  -0.0026
O  0.0066  -0.0015  0.0085
O  0.0412  -0.0139  0.0029
O  -0.0083  -0.0218  -0.0134
O  0.013  0.0023  0.0115
O  -0.022  -0.0133  0.0037
O  -0.0088  -0.0163  0.0005
H  0.0005  0.0068  -0.0015
H  -0.0016  0.008  -0.0001
H  0  0.0037  0.0018
H  0.0025  0.0032  -0.0005
H  -0.0007  0.0069  0.0004
H  -0.0003  0.006  -0.0007
O  -0.0512  0.0318  -0.0005
O  0.0232  0.0076  -0.0178
O  0.055  0.0357  -0.01
O  0.0125  0.0071  0.0311
O  -0.037  0.0134  -0.0196
O  0.0192  0.0067  -0.0109
Si  -0.0017  0.0011  -0.0001
Si  -0.0068  0.0002  -0.0001
Si  0.0036  0.0014  0.003
Si  0.001  0.0003  -0.0017
Si  0.0039  -0.0029  -0.0037
Si  0.001  -0.0033  -0.0002
Si  0.0014  -0.0007  0.0005
Si  -0.0062  -0.0001  0.0005
Si  -0.001  0.0035  0.0026
Si  -0.0035  -0.0192  -0.0035
Si  0.0008  0.0029  0.0003
Si  0.0014  0.0052  -0.0045
Si  -0.0003  -0.0024  -0.0057
Si  0  -0.0105  0.0143
Si  0.0031  -0.0009  -0.0002
Si  -0.0037  0.001  -0.0051
Si  0.0057  -0.0011  0.0246
Si  0  -0.0057  0.0007
Si  -0.0026  0.0022  -0.0047
Si  0.0008  -0.0038  -0.0024
Si  -0.0035  -0.0011  -0.0001
Si  0.0041  -0.0047  -0.0008
Si  -0.0039  -0.0011  -0.0013
Si  -0.0056  -0.0029  -0.0088
Si  -0.0001  0.0006  0
Si  -0.0007  -0.0002  0.0025
Si  0.0033  -0.006  -0.0035
Si  0.0023  -0.0065  0.0012
Si  -0.003  -0.0028  0.0007
Si  0.0039  -0.0019  0.0024
Si  0.0005  0.0017  -0.0039
Si  0.0017  -0.0014  -0.0049
Si  -0.0032  -0.0035  -0.0017
Si  0.0047  -0.0022  -0.0016
Si  0.002  -0.0022  -0.0046
Si  -0.0004  -0.0007  -0.0047
Si  -0.0048  0.0008  -0.0009
Si  0.014  -0.0039  -0.0062
Si  0.0056  0.0031  -0.0165
Si  0.0062  0.002  -0.0169
Si  -0.0035  -0.0055  0.0043
Si  0.0033  0.0022  0.0005
Si  -0.0005  0.0011  0.0026
Si  0.0002  0.0022  0.0011
Si  0.0018  0.0014  0.0072
Si  -0.001  0.0021  -0.0052
Si  -0.0075  0.0077  -0.011
Si  0.0016  -0.01  0.006
Si  0.0027  -0.001  0.0016
O  0.0032  0.0003  0.0095
O  -0.0102  -0.019  0.0021
O  0.0309  0.0078  0.0048
O  0.0013  -0.018  0.0055
O  -0.0017  0.0068  -0.0008
O  0.0072  0.0003  0.0259
O  -0.0014  -0.0239  -0.0222
O  0.0111  0.0019  -0.0077
O  -0.0011  0.0105  -0.0102
O  0.0058  -0.0146  0.0184
O  0.0073  0.0039  -0.0071
O  -0.0204  0.0163  -0.0096
O  -0.0083  -0.0167  -0.0004
O  0.0096  0.0012  -0.0016
O  0.013  -0.0058  -0.0074
O  -0.0097  -0.0089  0.0138
O  0.0248  0.0008  -0.0017
O  -0.0022  -0.0057  0.0075
O  0.0121  -0.0017  -0.0054
O  -0.0308  -0.0035  -0.0047
O  0.0023  -0.0005  -0.0303
O  0.0193  0.0065  0.0035
O  -0.0153  -0.0235  0.0092
O  0.021  -0.0169  -0.005
O  0.0153  0.0123  -0.0059
O  -0.0181  -0.008  -0.0069
O  -0.0023  0.0128  0.0139
O  -0.0044  0.0087  0.0012
O  -0.0011  0.0081  -0.0067
O  -0.0101  0.0208  -0.0045
O  -0.0048  -0.0044  0.0143
O  0.0252  -0.0038  -0.0076
O  -0.0186  0.0163  -0.0043
O  -0.0025  0.0153  -0.0001
O  0.0059  -0.0137  0.0016
O  -0.0026  -0.0081  -0.0041
O  -0.0153  0.0037  -0.0167
O  0.0085  0.0064  -0.0118
O  0.0072  0.0291  0.0096
O  0.0222  0.0094  -0.0085
O  -0.0062  -0.0128  -0.0184
O  0.0114  0.0016  0.0064
O  0.0158  -0.0014  -0.0131
O  0.0091  -0.0134  0.012
O  -0.014  -0.006  0.0097
O  -0.0154  -0.0176  -0.0039
O  0.0027  0.0022  0.0032
O  -0.0051  -0.0001  0.009
O  -0.0214  -0.0011  -0.0011
O  0.0017  -0.0193  0.0012
O  -0.0095  0.0116  0.0078
O  0.0028  0.0127  -0.0162
O  0.0019  -0.0122  -0.0295
O  0.0064  -0.0038  -0.0222
O  -0.0179  -0.0236  0.0092
O  -0.0045  -0.0046  -0.0081
O  0.0098  -0.0273  0.011
O  0.0113  0.0057  0.0034
O  0.0092  0.0086  -0.0061
O  0.0079  0.0038  0.0015
O  0.0098  -0.0276  -0.0105
O  -0.0195  -0.015  -0.0011
O  0.009  -0.012  0.0228
O  0.0067  0.0159  0.0205
O  -0.0175  0.0191  -0.0179
O  -0.0027  -0.0063  -0.0168
O  -0.0007  0.0085  0.015
O  -0.0042  0.0339  -0.0088
O  -0.0001  -0.0064  -0.0016
O  -0.0205  0.0067  0.0099
O  -0.0147  0.0044  0.0005
O  0.0053  -0.0003  -0.0097
O  -0.0079  -0.0035  -0.001
O  0.015  -0.0064  -0.0078
O  -0.004  -0.0112  0.0003
O  -0.007  0.0048  0.0142
O  0.0105  0.0014  -0.0076
O  -0.0072  0.0019  0.0149
O  -0.0222  -0.0092  0.0066
O  -0.0014  -0.0059  -0.0067
O  0.0006  0.0023  -0.0184
O  -0.0091  -0.0229  0.025
O  0.0138  0.0152  -0.0113
O  -0.0036  0.0062  0.006
O  -0.0112  -0.0045  0.0022
O  0.0155  -0.0098  -0.0078
O  0.0111  -0.0081  -0.0024
O  -0.0014  0.0124  -0.0012
O  0.0103  -0.0102  0.0048
O  0.0132  -0.0068  -0.0025
O  -0.0059  0.0205  -0.013
O  0.0052  0.0069  0.0146

The program warned: the cutoff lies below the one the program advises for these potential files; the exchange-correlation potential is rough where the density is thin.
